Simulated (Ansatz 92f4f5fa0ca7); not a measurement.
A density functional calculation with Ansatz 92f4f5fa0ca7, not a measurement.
Periodic cell of 300 atoms, Si196O104, from a study of silicon, its oxide and their interface. The atomic structure is a simulated model.
Doubt: the cutoff is far below the 930 eV that the study's wrapper takes by default for these files, so forces and energies are approximate.
This geometry differs little from another in the collection (a relaxation step or a small displacement).

Settings
functional: PBE
potential files: Ansatz PAW
basis: plane waves
wave-function cutoff: 580 eV
density cutoff ratio: 5
exchange-correlation grid ratio: 1
k mesh: 1 x 1 x 1, Gamma-centred
self-consistency stop: 5e-08 eV per atom in the density residual
occupations: fixed
spin: none
net charge: 0

Cell vectors (angstrom)
a	11.6015	0	0
b	0	10.938	0
c	0	0	41.5325

Atoms: element, x, y, z (angstrom)
Si	0	0	0.9665
Si	3.8672	0	0.9665
Si	7.7343	0	0.9665
Si	1.9336	1.3673	0.9665
Si	5.8008	1.3673	0.9665
Si	9.6679	1.3673	0.9665
Si	0	5.469	0.9665
Si	3.8672	5.469	0.9665
Si	7.7343	5.469	0.9665
Si	1.9336	6.8362	0.9665
Si	5.8008	6.8362	0.9665
Si	9.6679	6.8362	0.9665
Si	1.9336	2.7345	40.5654
Si	5.8008	2.7345	40.5654
Si	9.6679	2.7345	40.5654
Si	0	4.1018	40.5654
Si	3.8672	4.1018	40.5654
Si	7.7343	4.1018	40.5654
Si	1.9336	8.2035	40.5654
Si	5.8008	8.2035	40.5654
Si	9.6679	8.2035	40.5654
Si	0	9.5708	40.5654
Si	3.8672	9.5708	40.5654
Si	7.7343	9.5708	40.5654
Si	0	0	4.8337
Si	3.8672	0	4.8337
Si	7.7343	0	4.8337
Si	1.9336	1.3673	4.8337
Si	5.8008	1.3673	4.8337
Si	9.6679	1.3673	4.8337
Si	0	5.469	4.8337
Si	3.8672	5.469	4.8337
Si	7.7343	5.469	4.8337
Si	1.9336	6.8362	4.8337
Si	5.8008	6.8362	4.8337
Si	9.6679	6.8362	4.8337
Si	1.9336	2.7345	2.9001
Si	5.8008	2.7345	2.9001
Si	9.6679	2.7345	2.9001
Si	0	4.1018	2.9001
Si	3.8672	4.1018	2.9001
Si	7.7343	4.1018	2.9001
Si	1.9336	8.2035	2.9001
Si	5.8008	8.2035	2.9001
Si	9.6679	8.2035	2.9001
Si	0	9.5708	2.9001
Si	3.8672	9.5708	2.9001
Si	7.7343	9.5708	2.9001
Si	-1.9802	1.207	30.7952
Si	5.8818	1.5527	30.9099
Si	11.7198	0.1706	30.8696
Si	2.1011	1.4948	30.7845
Si	4.046	0.1139	30.8299
Si	7.64	-0.024	31.0289
Si	-0.3931	5.6142	31.3358
Si	5.7234	7.0123	30.981
Si	7.5754	5.602	30.7097
Si	1.4152	6.9787	30.7525
Si	4.0131	5.4297	30.9862
Si	10.7911	4.5578	28.486
Si	2.0073	2.754	32.8203
Si	5.8901	2.936	32.8159
Si	9.649	2.7288	32.717
Si	0.0114	4.0274	32.9863
Si	3.88	4.1757	32.9585
Si	7.8559	4.2924	32.7517
Si	1.9823	8.2281	32.7378
Si	5.8256	8.2794	32.9255
Si	9.8555	8.0955	32.9121
Si	0.0836	9.6301	32.7878
Si	3.9062	9.6408	32.7673
Si	7.8429	9.4704	32.8754
Si	0.0141	0.0387	34.7354
Si	3.9027	0.051	34.7184
Si	7.7883	-0.0133	34.7562
Si	1.9574	1.3837	34.7496
Si	5.8686	1.4044	34.6776
Si	9.6736	1.3911	34.7019
Si	0.035	5.4594	34.8591
Si	3.8738	5.5279	34.8478
Si	7.7918	5.5282	34.764
Si	1.9417	6.8736	34.7288
Si	5.825	6.8477	34.7959
Si	9.73	6.864	34.8997
Si	1.959	2.7318	36.6985
Si	5.8351	2.7277	36.6676
Si	9.6835	2.7357	36.6724
Si	0.0288	4.0815	36.7454
Si	3.8912	4.0934	36.7157
Si	7.7561	4.1142	36.6776
Si	1.9475	8.2308	36.6774
Si	5.8157	8.2235	36.7111
Si	9.6912	8.2618	36.7638
Si	0.0223	9.6094	36.6846
Si	3.8896	9.6009	36.6656
Si	7.7428	9.5899	36.7058
Si	0	0	38.6319
Si	3.8672	0	38.6319
Si	7.7343	0	38.6319
Si	1.9336	1.3673	38.6319
Si	5.8008	1.3673	38.6319
Si	9.6679	1.3673	38.6319
Si	0	5.469	38.6319
Si	3.8672	5.469	38.6319
Si	7.7343	5.469	38.6319
Si	1.9336	6.8362	38.6319
Si	5.8008	6.8362	38.6319
Si	9.6679	6.8362	38.6319
Si	1.9337	2.7416	6.7919
Si	5.7903	2.7243	6.7925
Si	9.6607	2.7046	6.8349
Si	-0.0094	4.0869	6.7912
Si	3.8494	4.1096	6.8711
Si	7.7387	4.0608	6.7336
Si	1.8832	8.1913	6.7603
Si	5.7189	8.2293	6.694
Si	9.6223	8.1656	6.7569
Si	-0.0463	9.5197	6.6821
Si	3.7867	9.5838	6.7611
Si	7.6946	9.5008	6.681
Si	0.0105	-0.0017	8.514
Si	3.8279	0.0168	8.6996
Si	7.7435	-0.1869	8.6254
Si	1.865	1.4234	8.7606
Si	5.8155	1.2581	8.6682
Si	9.6224	1.23	8.7435
Si	-0.0717	5.4567	8.7276
Si	3.7782	5.5253	8.8533
Si	7.6642	5.4152	8.6372
Si	1.856	6.8798	8.7366
Si	5.7559	6.7943	8.5239
Si	9.6168	6.8131	8.6944
Si	1.2561	2.4296	10.8963
Si	5.9523	2.164	10.8381
Si	9.1764	3.7218	11.8251
Si	-0.2562	4.4204	10.8771
Si	3.1524	3.1621	12.1152
Si	7.1782	4.2576	10.6575
Si	2.0346	8.3067	10.6461
Si	5.9206	8.0318	10.4769
Si	9.9652	8.1361	10.6368
Si	0.1309	9.6599	10.4272
Si	4.0503	9.485	10.5297
Si	7.8494	9.3697	10.5917
Si	1.2417	0.1232	14.5955
Si	4.2033	-0.6378	13.5014
Si	7.454	0.4552	11.7217
Si	-0.0653	0.623	11.7921
Si	6.8667	0.7426	13.9216
Si	9.4514	1.5213	11.1358
Si	-0.3673	6.4827	12.1272
Si	3.5788	5.304	11.3019
Si	5.8226	5.9783	11.644
Si	2.0589	6.7648	12.4835
Si	6.7255	6.0801	14.7231
Si	9.6587	6.7805	14.8243
O	7.1425	4.6233	15.3321
O	5.3018	6.637	15.317
O	7.9233	11.0748	15.0343
O	2.7439	10.7326	14.0563
O	9.0041	3.747	13.5085
O	2.6954	3.2299	13.7194
O	1.2471	1.603	15.3226
O	10.356	8.2237	15.1331
O	12.4459	9.774	15.5245
O	10.2496	5.613	15.8247
O	5.3221	0.2898	14.2175
O	2.8171	6.9468	13.993
O	10.6046	4.5971	30.1321
O	0.1503	-0.5638	29.3789
O	2.6409	5.9946	30.263
O	7.2216	9.986	29.6975
O	5.6194	7.856	29.5473
O	-0.7395	1.2793	26.9409
O	9.4492	1.6204	29.1948
O	7.2501	4.3697	29.6599
O	5.9105	2.1982	29.3211
O	2.2874	2.5518	29.5046
O	-1.4791	6.7741	31.8895
O	9.9996	8.4872	28.7651
Si	11.6727	5.1358	19.6153
Si	4.0631	7.6208	14.8452
Si	9.5741	2.0064	27.6259
Si	9.9183	3.8661	21.7959
Si	9.6613	9.6103	20.86
Si	0.173	5.4881	16.4344
Si	12.2085	3.9798	24.0421
Si	1.8948	11.1766	18.8838
Si	8.4566	7.1514	25.6362
Si	4.571	7.3528	20.1352
Si	11.6165	8.5009	16.1369
Si	6.0074	10.9258	21.3182
Si	1.1996	9.3169	25.7861
Si	2.909	8.1686	22.5689
Si	6.4312	9.3965	25.8472
Si	11.3317	6.9384	24.3917
Si	7.9556	3.3464	14.7147
Si	3.8169	7.8304	25.4272
Si	3.8627	9.1061	17.5906
Si	3.6233	2.572	17.8062
Si	2.8838	0.0792	21.885
Si	-0.0201	8.9233	28.6899
Si	7.5559	5.5503	23.1729
Si	13.6141	3.1576	28.0149
Si	5.8366	3.822	29.0721
Si	8.4707	11.8782	16.3616
Si	4.3479	4.9684	26.6882
Si	3.1861	4.4956	20.0499
Si	5.9073	0.3985	18.1275
Si	7.1085	8.0528	21.32
Si	5.8519	9.3865	29.0277
Si	7.5223	12.278	25.3302
Si	5.5474	3.5273	24.2351
Si	3.0842	13.8031	22.6791
Si	2.0347	3.0554	15.2201
Si	8.5384	1.1299	22.4631
Si	0.6163	1.4328	26.0468
Si	9.3118	7.0347	28.465
Si	0.0699	7.532	21.4862
Si	10.5928	10.4495	18.1214
O	6.1163	9.372	27.4373
O	3.524	8.3185	16.2098
O	11.9754	2.6748	25.0022
O	3.7533	3.9675	18.6211
O	6.5134	9.4738	21.8576
O	6.5987	10.9374	25.3609
O	2.5753	9.748	22.8657
O	6.376	4.4279	23.1541
O	11.9697	9.0248	27.1371
O	8.6058	12.198	24.0964
O	8.275	1.5516	26.7611
O	6.9726	12.0515	21.9922
O	10.0373	7.2141	25.3148
O	7.3673	0.7421	17.5324
O	9.7199	3.6408	27.6609
O	9.8759	11.2762	16.9099
O	12.3906	7.038	16.3219
O	3.3061	7.3578	23.9324
O	4.1123	8.1671	21.4712
O	11.1632	9.0491	21.1708
O	4.0234	5.8502	20.3214
O	2.1302	3.9336	23.4578
O	4.6796	4.5084	25.181
O	4.0224	6.5794	26.491
O	9.2532	2.3877	21.7321
O	3.2788	2.9662	16.267
O	8.6933	2.5157	15.9293
O	10.9026	6.9469	22.8091
O	2.5926	10.0758	17.9069
O	3.9817	8.0032	18.7739
O	12.2643	4.0501	28.0953
O	1.0624	4.3452	15.6218
O	5.2157	10.0189	17.4289
O	11.3961	6.6543	20.1463
O	12.5809	-0.0336	25.3894
O	4.5442	4.2811	29.9421
O	2.2823	1.4441	22.5437
O	5.0021	1.724	17.8705
O	6.5545	2.6209	25.1163
O	1.8602	1.8723	27.0139
O	9.5835	10.3029	19.3863
O	11.9049	11.2572	18.6217
O	8.2405	6.9382	27.2431
O	2.2074	10.7695	20.4251
O	1.6539	7.4624	21.8224
O	5.1951	8.6358	25.1252
O	6.2044	7.4666	20.0827
O	5.6445	4.5054	27.5959
O	11.989	5.4617	24.7471
O	2.7637	8.9238	26.0457
O	1.5733	4.6991	20.0605
O	3.5189	3.4198	21.2151
O	7.0772	6.9464	22.5018
O	7.7759	8.6052	25.3532
O	9.293	10.6967	22.0107
O	11.1671	3.842	22.819
O	2.4371	1.726	18.5308
O	4.4852	0.2838	21.7457
O	7.8526	5.9152	24.7502
O	11.049	8.9669	17.5968
O	6.099	0.058	19.6995
O	4.4631	2.5855	23.4881
O	10.5126	4.2008	20.3022
O	0.0117	5.0439	17.9922
O	8.6419	8.331	20.8485
O	8.8163	4.9484	22.3301
O	12.2795	8.2532	24.6444
O	3.1002	4.1727	27.3662
O	4.6423	-2.1758	13.8344
O	4.1956	-0.4848	11.8844
O	4.5304	2.3058	11.7412
O	-1.5054	6.3226	13.3229
O	8.0493	7.012	14.991
O	-1.0183	6.0954	28.0246
O	4.4808	-0.7202	29.4258
O	6.5011	-4.9419	13.1328
O	11.7516	11.187	13.3938
O	6.798	2.3783	14.0904
O	8.5701	6.5771	29.8276
O	1.0054	-3.0204	29.4682

Results
free energy: -183744.014 eV
free energy less fixed offsets of O -568.88, Si -635.61 eV per atom: -0.934 eV

Forces (eV/angstrom), in the order of the atoms: element, x, y, z
Si	0.0144	0.0013	-0.0134
Si	-0.0062	0.052	-0.0056
Si	-0.001	0.0081	-0.0098
Si	-0.0023	-0.0632	0.0012
Si	0.0062	-0.0536	-0.0057
Si	-0.009	-0.0929	0.003
Si	-0.009	0.0203	0.0101
Si	0.0077	0.0819	0.0114
Si	-0.0052	0.0359	-0.0108
Si	-0.0041	-0.0598	0.0132
Si	0.0064	0.0026	-0.002
Si	0	-0.0181	0.0169
Si	0.0119	0.0597	-0.013
Si	0.0009	0.0658	-0.0284
Si	0.0054	0.0874	-0.0196
Si	0.0088	0.0273	0.0458
Si	-0.0019	-0.0206	0.0438
Si	0.013	-0.0363	0.0027
Si	0.0135	0.0511	-0.0064
Si	-0.0004	-0.0012	0.0033
Si	0.0025	-0.0258	0.0403
Si	-0.0118	-0.0363	-0.0251
Si	0.0213	-0.0608	-0.0162
Si	0.01	-0.0237	-0.0061
Si	-0.0798	0.0367	-0.386
Si	-0.1087	0.0888	-0.0862
Si	-0.0081	0.0804	-0.2336
Si	0.0474	-0.0066	0.1871
Si	-0.0667	0.0207	0.1131
Si	0.0458	-0.0759	0.3388
Si	-0.0449	-0.074	0.1284
Si	0.0503	-0.0343	0.4814
Si	0.0673	0.0014	-0.036
Si	0.0127	-0.1573	-0.016
Si	-0.1791	-0.1118	-0.3646
Si	0.0026	-0.2484	-0.1462
Si	-0.0355	0.0603	0.009
Si	-0.0049	0.028	-0.0084
Si	-0.0097	0.1199	0.0524
Si	0.0172	-0.0327	0.0178
Si	-0.0166	-0.1448	0.0839
Si	-0.0371	0.0013	-0.021
Si	-0.0137	0.0566	-0.017
Si	0.0078	-0.0364	-0.057
Si	0.0006	0.0418	0.0087
Si	-0.0001	0.0382	-0.0486
Si	0.0038	-0.0592	0.0196
Si	-0.0182	0.0197	-0.0391
Si	0.0223	0.0032	0.0243
Si	0.0125	0.0052	0.0315
Si	-0.0274	0.0061	0.0319
Si	0.0065	-0.0242	0.0261
Si	0.0014	-0.0014	0.0153
Si	-0.0083	-0.0033	0.0103
Si	-0.0054	0.0065	0.0024
Si	0.0047	0.0088	0.0173
Si	-0.0301	0.0004	0.0186
Si	0.0382	-0.0305	-0.0274
Si	0.0078	0.0159	-0.0141
Si	0.0082	-0.0178	0.0152
Si	0.0033	0.0103	-0.007
Si	-0.0162	0.0014	-0.0324
Si	0.0039	-0.0001	-0.0111
Si	-0.0146	-0.0072	-0.0184
Si	0.0129	-0.0148	0.0026
Si	0.0157	0.0016	-0.0239
Si	-0.006	0.0079	0.0023
Si	0.0102	-0.015	-0.0378
Si	0.0052	-0.0097	0.0205
Si	0.0022	-0.0059	-0.0303
Si	0.0024	0.0165	-0.0093
Si	-0.0103	0.013	-0.013
Si	-0.0078	-0.002	0.018
Si	-0.0009	0.008	0.0075
Si	0.0188	0.0021	-0.0022
Si	0.0057	-0.0102	-0.0052
Si	-0.0131	-0.0113	0.0138
Si	-0.0091	-0.0089	-0.0027
Si	0.0041	0.0126	-0.0036
Si	0.0035	-0.001	-0.0033
Si	-0.011	0.0042	-0.0004
Si	-0.0123	-0.0006	0
Si	0.0032	-0.0053	0.0102
Si	0.0058	0.0098	-0.0008
Si	-0.0022	0.0007	0.0126
Si	-0.0082	-0.0074	0.009
Si	0.0056	-0.0054	0.0142
Si	-0.003	-0.0059	0.01
Si	0.0031	0.0048	0.0013
Si	0.0052	0.0075	0.0052
Si	0.0009	0.0014	0.0024
Si	0.0022	-0.001	0.0084
Si	-0.0006	-0.0017	0.0032
Si	0.0055	-0.002	0.0013
Si	-0.0019	-0.0033	0.0077
Si	-0.0021	-0.0048	0.0041
Si	0.0518	0.1537	-0.0021
Si	-0.0053	0.0686	-0.0968
Si	-0.0133	0.1234	0.0948
Si	0.0409	-0.0816	0.0175
Si	0.0423	0.0013	-0.1331
Si	-0.0106	-0.024	-0.1429
Si	0.0104	0.0554	0.2068
Si	0.0499	0.008	0.1059
Si	0.0044	0.0303	-0.1064
Si	0.0081	0.0609	-0.2034
Si	-0.0016	0.0126	0.0167
Si	0.025	0.002	0.2128
Si	0.0004	-0.0028	0.0002
Si	-0.0004	-0.0046	0.0014
Si	0.0044	-0.0005	-0.019
Si	-0.0094	0.003	-0.0018
Si	0.0054	0.0009	-0.0089
Si	0.0018	-0.0097	0.0081
Si	-0.0103	-0.0083	-0.009
Si	0.0046	-0.0053	0.0005
Si	-0.0037	-0.0031	-0.0019
Si	0.0043	0.0069	0.0048
Si	-0.0016	0.0052	-0.0118
Si	-0.006	-0.0003	-0.0145
Si	0.0065	-0.009	-0.0141
Si	0.0324	0.0035	0.0047
Si	0.031	0.0076	0.0048
Si	-0.0173	0.01	0.0004
Si	-0.0349	0.0141	-0.0103
Si	-0.0066	0.0018	0.0124
Si	-0.0204	-0.032	0.04
Si	-0.0016	0.0069	-0.0016
Si	0.0138	0.0019	-0.0085
Si	0.0128	0.0077	-0.0054
Si	0.0018	0.0128	0.0075
Si	-0.0024	0.0029	0.0093
Si	0.02	-0.0171	0.0264
Si	0.0202	-0.0337	-0.0059
Si	0.0131	-0.0402	-0.06
Si	-0.0261	0.057	-0.0224
Si	-0.0097	0.0205	-0.1062
Si	0.0094	0.0184	0.0211
Si	-0.0035	0.0029	0.0208
Si	-0.005	-0.0194	-0.0061
Si	0.0052	-0.0223	0.0012
Si	0.0246	-0.0049	0.0117
Si	-0.017	-0.0168	-0.0088
Si	-0.0133	-0.0064	0.0007
Si	0.0014	0.0075	-0.0119
Si	0.0139	-0.0038	-0.002
Si	0.0329	0.0372	0.0176
Si	0.0189	0.0056	-0.0178
Si	-0.0278	-0.0196	-0.0366
Si	-0.0644	-0.0055	0.0021
Si	0.0473	-0.001	-0.0517
Si	-0.0129	-0.0026	0.0331
Si	-0.0379	-0.001	-0.0906
Si	-0.0126	-0.0018	-0.0366
Si	0.0053	-0.019	0.0255
Si	0.0044	-0.002	-0.0044
O	0.0016	-0.005	-0.0049
O	-0.0014	0.0001	0.002
O	0.0108	-0.0042	0.0101
O	-0.0143	0.0018	-0.0007
O	-0.021	0.0032	0.0466
O	-0.0245	-0.0001	0.1013
O	-0.0004	0.0077	0.0007
O	0.0096	0.0002	0.0003
O	-0.0052	-0.0135	0.0035
O	0.0086	-0.0017	0.002
O	0.0171	0.0105	0.0152
O	0.0406	0.0053	0.0371
O	0.0184	-0.0008	-0.0401
O	0.018	-0.0003	-0.0162
O	-0.0374	0.0256	0.0317
O	0.0009	-0.0065	0.0028
O	0.0039	0.0094	-0.0011
O	0.0171	-0.0003	-0.0085
O	-0.003	0.0068	-0.0301
O	0.0046	-0.0105	-0.0053
O	-0.0048	0.0071	-0.0134
O	0.0041	0.0347	-0.0366
O	0.0154	-0.0119	-0.0211
O	-0.0068	0.0012	0.0177
Si	0.0008	-0.0043	0.0017
Si	-0.0156	0.0141	-0.021
Si	-0.0085	0.0021	0.0117
Si	-0.0004	-0.0004	0.0028
Si	0.0029	0.0001	0.0085
Si	0.0015	-0.004	0.0033
Si	0.0018	-0.0061	0.0072
Si	0.0024	0.0024	0.0032
Si	0.0036	0.0005	-0.0011
Si	-0.0007	0.0014	-0.0002
Si	0.0001	-0.0004	0.0049
Si	0.0002	0.0008	0.0014
Si	-0.0041	-0.0003	0.0003
Si	-0.0006	-0.0034	0.0047
Si	0.0013	-0.005	0.0104
Si	-0.004	-0.0002	0.002
Si	-0.0005	0.0127	-0.0051
Si	0.0026	-0.0022	0.0024
Si	-0.0024	-0.0049	-0.005
Si	0.0058	0.0107	-0.0106
Si	-0.0002	0.0001	0.0022
Si	0.0008	-0.0107	0.0209
Si	-0.0016	0.0007	0.004
Si	-0.0147	0.0118	0.0139
Si	0.0133	0.007	0.0052
Si	-0.0035	0.0014	0.0018
Si	0.0003	-0.0087	0.0065
Si	0.0005	-0.0031	0.0027
Si	0.0033	0.0059	0.0074
Si	0.0018	0.0005	0.0097
Si	-0.0166	0.0016	0.0037
Si	0.007	0.0018	0.0068
Si	-0.0048	0.0043	0.0054
Si	0.0038	0.0015	0.0016
Si	0.0121	-0.0076	-0.004
Si	0.0011	-0.001	0.0045
Si	-0.0062	0.005	-0.0014
Si	-0.0028	-0.0064	0.0207
Si	0.0017	-0.0004	0.0044
Si	0.0002	0.0043	-0.0032
O	0.0067	-0.0026	-0.0189
O	0.006	0.0087	0.0037
O	0.0053	0.0044	-0.0006
O	-0.0022	-0.0121	-0.0073
O	-0.0005	0.0002	-0.0042
O	-0.001	0.004	0.0002
O	0.0009	-0.0007	-0.0002
O	-0.0005	0.0006	0.0009
O	0.001	-0.0029	-0.0386
O	-0.0016	-0.0005	-0.0022
O	-0.0036	-0.0018	-0.0041
O	-0.0021	0.0005	-0.0013
O	-0.0016	-0.0009	0.0022
O	-0.0064	0.0003	0.0035
O	0.0044	-0.0012	0.0071
O	0.0068	-0.0054	0.0035
O	-0.0045	0.0046	-0.0053
O	0.0003	0.0012	-0.0041
O	0.0008	0.0016	-0.003
O	-0.0021	0.001	-0.0039
O	-0.0011	0.0021	-0.0048
O	-0.0047	-0.0012	-0.0019
O	0.0028	-0.0095	-0.0083
O	-0.0016	0.0043	-0.0017
O	0.0006	0.002	-0.0016
O	0.0056	-0.003	0.0204
O	0.004	-0.0053	-0.0024
O	0.0006	0.0005	-0.0023
O	0.0015	0.0005	-0.0036
O	0.0045	0.0035	0.0024
O	-0.0029	-0.0055	0.0115
O	-0.0015	0.0013	-0.0018
O	-0.0002	0.0002	-0.0014
O	0.0011	-0.0002	-0.0028
O	0.0021	-0.0035	0.0046
O	-0.0229	-0.0064	0.0072
O	-0.0003	-0.0004	-0.0037
O	-0.0072	0.0022	-0.0013
O	-0.0006	-0.0021	-0.0008
O	-0.0116	-0.0127	-0.0049
O	0.0003	0.0001	-0.0039
O	-0.001	-0.0009	-0.0042
O	-0.0042	0.0002	-0.0052
O	0.0021	-0.0005	-0.0026
O	0.0011	0.0021	-0.0004
O	0.0007	0.0002	0.0016
O	-0.0028	-0.0006	-0.0055
O	-0.0094	0.0058	-0.0094
O	0.0026	0.0011	-0.0002
O	0.0061	-0.0012	0.0031
O	0.0051	-0.0001	-0.0024
O	-0.0019	0.0023	-0.0051
O	0.0025	0.0005	-0.0031
O	-0.0011	0.0017	-0.0007
O	0.0005	-0.0003	-0.0045
O	-0.0024	-0.0011	-0.0042
O	0.0022	-0.0024	-0.0025
O	0.0004	-0.0006	-0.0052
O	0.0007	0.0001	-0.0046
O	-0.0013	0.0004	-0.0041
O	0.0016	0.0004	-0.009
O	0.0018	0.0018	-0.0015
O	0.0005	0.0006	0.0016
O	0.0011	0.0014	0.0032
O	-0.0007	-0.0004	-0.0025
O	0.0011	-0.0004	0.0004
O	0.0004	-0.0019	-0.0032
O	0.0043	0.0076	0.0054
O	-0.0079	-0.0155	0.0219
O	0.0087	0.0083	0.0138
O	-0.0057	0.0142	0.0011
O	-0.028	0.0047	0.0189
O	0.0014	0.0189	0.0068
O	0.0017	0.0014	0.008
O	0.0149	-0.0174	-0.0096
O	0.0432	0.0079	0.0343
O	0.0044	-0.0108	0.0238
O	0.0152	0.0079	-0.0065
O	0.0006	0.0073	-0.0091
O	0.0022	-0.0081	0.0254

The program warned: the cutoff lies below the one the program advises for these potential files; the forces do not sum to zero within the program's tolerance; the exchange-correlation potential is rough where the density is thin.
